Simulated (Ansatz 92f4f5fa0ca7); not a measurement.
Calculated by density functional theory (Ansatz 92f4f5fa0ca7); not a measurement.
Periodic cell of 224 atoms, Si133O90H1, from a study of silicon, its oxide and their interface. The atomic structure is a simulated model.
Doubt: the cutoff is far below the 930 eV that the study's wrapper takes by default for these files, so forces and energies are approximate.
This geometry differs little from another in the collection (a relaxation step or a small displacement).

Settings
functional: PBE
potential files: Ansatz PAW
basis: plane waves
wave-function cutoff: 580 eV
density cutoff ratio: 5
exchange-correlation grid ratio: 1
k mesh: 1 x 1 x 1, Gamma-centred
self-consistency stop: 5e-08 eV per atom in the density residual
occupations: fixed
spin: none
net charge: +1 e, with a uniform compensating background and no finite-size correction

Cell vectors (angstrom)
a	10.938	0	0
b	0	10.938	0
c	0	0	32.2297

Atoms and the computed forces on them: element, x, y, z (angstrom), force x, y, z (eV/angstrom)
Si	0.1337	-0.2566	24.8739	-0.0043	0.0041	-0.007
Si	5.2411	0.0699	24.8941	0.0066	-0.0086	0.0015
Si	3.1272	2.4462	24.748	0.0002	-0.0032	-0.0137
Si	7.8414	2.9207	24.6922	0.0072	-0.0157	0.01
Si	-0.3131	5.56	24.5549	0.0066	-0.0103	0.0186
Si	5.8137	5.386	24.5774	-0.0007	-0.0003	0.0029
Si	2.3143	8.4126	24.7969	0.0131	-0.0032	0.0005
Si	8.5669	7.9334	24.9571	-0.0069	0.0103	-0.0136
Si	1.3932	1.3906	26.0164	-0.0033	0.0003	0.0043
Si	6.8043	1.3349	26.1142	0.0024	0.0073	-0.0025
Si	4.1831	4.178	25.9467	-0.0002	0.0014	0.0014
Si	9.5134	4.0282	25.9805	-0.0025	0.0001	-0.0022
Si	1.2724	6.7113	26.0143	-0.0024	0.0014	-0.0122
Si	6.8862	6.8025	26.1207	-0.0042	0.008	-0.0009
Si	4.0017	9.4689	26.1185	-0.0043	-0.0018	-0.0023
Si	9.6505	9.5091	26.2852	-0.0075	0.0024	0.0024
Si	2.7138	0.0057	27.4547	0.0055	0.0001	0.0031
Si	8.2097	-0.0033	27.4716	0.0001	-0.0011	0.0015
Si	0.0008	2.733	27.3914	-0.004	0.0006	0.0061
Si	5.4585	2.7686	27.437	0.0007	-0.0047	-0.0034
Si	2.7514	5.4493	27.3788	0.003	0.0009	0.0052
Si	8.2374	5.4203	27.4546	0.0043	-0.0068	0.0041
Si	0.0667	8.1089	27.5237	0.0025	-0.0033	0.0055
Si	5.4709	8.1745	27.4411	0.0031	0.002	0.0034
Si	4.1018	1.3673	28.8115	-0.0675	0.1657	-0.0552
Si	9.5708	1.3673	28.8115	0.1515	0.1444	-0.0665
Si	1.3673	4.1018	28.8115	0.0533	-0.0095	-0.4036
Si	6.8362	4.1018	28.8115	0.0808	-0.1019	0.1527
Si	4.1018	6.8362	28.8115	-0.1098	-0.1915	-0.1553
Si	9.5708	6.8362	28.8115	-0.0702	-0.3657	0.4035
Si	1.3673	9.5708	28.8115	0.2131	-0.1098	0.3261
Si	6.8362	9.5708	28.8115	-0.166	-0.0254	-0.0034
Si	0	0	30.1787	-0.0514	-0.0571	-0.0097
Si	5.469	0	30.1787	0.0044	-0.0041	-0.017
Si	2.7345	2.7345	30.1787	-0.0334	-0.0582	-0.0255
Si	8.2035	2.7345	30.1787	-0.0444	0.0317	0.0052
Si	0	5.469	30.1787	-0.1027	0.0561	0.0174
Si	5.469	5.469	30.1787	-0.019	-0.0245	-0.0199
Si	2.7345	8.2035	30.1787	0.045	0.1264	0.0145
Si	8.2035	8.2035	30.1787	-0.0043	-0.0723	-0.027
Si	1.3673	1.3673	31.546	0.0637	0.0288	0.0011
Si	6.8362	1.3673	31.546	0.0394	-0.0142	-0.023
Si	4.1018	4.1018	31.546	0.0182	0.0037	-0.0196
Si	9.5708	4.1018	31.546	0.0805	-0.0357	-0.0265
Si	1.3673	6.8362	31.546	0.0175	-0.0323	-0.0409
Si	6.8362	6.8362	31.546	-0.0317	0.0371	-0.0142
Si	4.1018	9.5708	31.546	-0.008	-0.0626	-0.0182
Si	9.5708	9.5708	31.546	-0.0442	0.0057	-0.0133
Si	2.7345	0	0.6835	0.0153	-0.0605	-0.0008
Si	8.2035	0	0.6835	-0.012	-0.0041	0.0321
Si	0	2.7345	0.6835	-0.1442	0.0488	0.0192
Si	5.469	2.7345	0.6835	0.0085	0.0067	0.0087
Si	2.7345	5.469	0.6835	-0.0325	0.0679	0.016
Si	8.2035	5.469	0.6835	0.0132	0.0078	0.0093
Si	0	8.2035	0.6835	0.0152	-0.0295	0.0177
Si	5.469	8.2035	0.6835	-0.0077	0.0414	0.012
Si	4.1018	1.3673	2.0507	-0.0487	0.0347	0.0343
Si	9.5708	1.3673	2.0507	0.0721	0.0252	-0.0121
Si	1.3673	4.1018	2.0507	0.0866	-0.0066	0.0181
Si	6.8362	4.1018	2.0507	-0.0965	-0.0483	0.0265
Si	4.1018	6.8362	2.0507	0.0871	-0.0085	-0.0082
Si	9.5708	6.8362	2.0507	-0.0159	0.0211	0.0053
Si	1.3673	9.5708	2.0507	0.1412	0.111	0.0283
Si	6.8362	9.5708	2.0507	0.0235	-0.1145	0.0009
Si	0	0	3.418	0.3246	0.5788	-0.1288
Si	5.469	0	3.418	0.0364	0.0342	0.6656
Si	2.7345	2.7345	3.418	-0.087	-0.2719	-0.1328
Si	8.2035	2.7345	3.418	-0.2808	-0.4486	0.0928
Si	0	5.469	3.418	-0.1249	0.0455	0.1254
Si	5.469	5.469	3.418	-0.3577	-0.1674	-0.3476
Si	2.7345	8.2035	3.418	0.445	0.6086	-0.0917
Si	8.2035	8.2035	3.418	-0.1232	0.0897	-0.3889
Si	1.3852	1.4021	4.8618	-0.0074	-0.0045	0.0053
Si	6.8389	1.3598	4.8987	-0.0053	0.0133	-0.0038
Si	4.0793	4.0743	4.7595	-0.0044	-0.0083	-0.0113
Si	9.5494	4.0616	4.762	-0.0108	-0.0018	-0.0153
Si	1.3684	6.9172	4.7277	0.0064	0.0055	-0.0074
Si	6.8084	6.8427	4.71	-0.0008	0.0049	-0.0064
Si	4.0973	9.6136	4.894	0.0016	-0.0041	-0.001
Si	9.5268	9.657	4.7036	-0.0005	0.0083	-0.0132
Si	2.7775	0.1555	6.3892	-0.014	-0.0048	0.0046
Si	8.3132	-0.0356	6.289	0.0066	-0.0039	0.0093
Si	0.0056	2.8191	6.2297	0.0099	-0.0002	-0.0015
Si	5.4268	2.7907	6.2434	0.0108	-0.0005	-0.0044
Si	2.6933	5.4996	6.0225	0.0039	0.0103	0.0028
Si	8.1408	5.4411	6.0175	0.0032	-0.0075	-0.0065
Si	0.021	8.4071	5.9969	-0.0042	-0.019	-0.004
Si	5.5597	8.1881	6.17	-0.0036	-0.0002	-0.0044
Si	4.0898	1.6467	7.8503	0.0065	-0.0059	0.0165
Si	9.8167	1.2861	7.6723	-0.0343	0.0212	-0.003
Si	0.9206	4.7102	7.3807	0.0009	-0.0071	0.0205
Si	6.6265	4.3732	7.5025	0.0015	0.0085	0.0066
Si	4.3485	6.517	7.3114	-0.0192	0.0186	0.0015
Si	9.5665	6.918	7.0654	0.006	-0.0034	0.0056
Si	1.1146	9.8594	7.5462	0.0072	0.0158	0.0329
Si	7.3788	9.056	7.471	-0.0103	0.0082	0.0101
O	9.5714	6.8063	24.2697	-0.0062	0.0093	-0.0037
O	4.1773	1.2232	24.4247	-0.0055	0.0094	-0.0013
O	8.5224	7.9192	7.9274	-0.0051	0.0077	0.0031
O	3.2604	2.5035	9.017	0.0056	-0.01	-0.0106
O	6.8239	4.1293	24.1823	-0.0017	0.0003	-0.0034
O	2.833	7.7054	23.4192	-0.0046	-0.0023	-0.0051
O	5.4679	5.4721	7.9293	0.0154	-0.0141	0.0065
O	0.1547	0.172	8.5649	0.0335	-0.0285	0.0313
O	7.2335	3.7852	8.9146	-0.0015	-0.003	0.0008
O	6.7908	9.6117	8.8964	0.0075	-0.0007	-0.0033
O	10.6689	5.852	7.791	0.0169	-0.0105	-0.0007
O	1.5531	8.8645	8.7771	-0.0093	0.0171	-0.0158
O	5.2393	0.8285	8.7222	-0.0018	0.0133	-0.0066
O	1.4214	4.3507	8.8822	-0.0032	-0.0001	-0.0069
O	9.1304	1.9919	8.9781	0.0054	-0.0078	-0.0101
O	3.4242	6.95	8.5979	-0.0063	0.0082	0.0076
O	7.9813	8.7861	23.7121	0.0006	-0.005	0.0102
O	8.3294	2.1908	23.3022	-0.0003	0.0017	-0.0023
O	5.484	6.2794	23.2129	0.0001	0.0039	-0.0029
O	2.8285	2.9825	23.223	0.0015	-0.0018	0.0047
O	12.1867	-1.349	24.3256	-0.0001	-0.003	-0.003
O	0.0588	4.8817	23.0783	0.002	0.0019	-0.0033
O	4.042	7.407	21.19	-0.0028	-0.0016	0.0024
O	10.9661	21.0492	20.7985	0.0009	-0.0016	0.0026
Si	5.3757	4.844	16.7164	-0.0009	-0.0013	0.0006
Si	0.5377	8.7657	20.0694	-0.0013	-0.0007	-0.005
Si	6.0711	9.3179	12.1555	-0.003	0.0061	0.0002
Si	13.3477	4.8834	12.6634	0.0024	-0.0017	0.0054
Si	8.6474	2.9765	12.874	0.0017	-0.0067	0.0008
Si	9.8753	0.0264	12.749	0.0023	0.002	0.0014
Si	2.0759	3.2672	9.8765	-0.0193	0.004	0.0127
Si	2.5891	-3.7292	21.8885	0.002	-0.0102	0.0057
Si	17.7051	7.0239	15.5223	0.0027	-0.0013	0.003
Si	7.0791	11.1132	18.6507	-0.0005	-0.0007	-0.0045
Si	8.5382	3.3286	9.7906	-0.0015	0.0085	-0.002
Si	3.4859	13.1003	14.0148	-0.0012	0.0016	0.0019
Si	5.8168	0.4623	14.3627	0.001	-0.0002	0.0018
Si	6.9757	5.9621	19.2643	-0.0044	0.0008	-0.006
Si	0.81	4.7774	21.5988	0.0023	0.0041	-0.0045
Si	13.668	-0.9883	18.2208	0.0003	0.0003	-0.0033
Si	3.3231	2.8207	17.0777	0.0027	-0.0009	-0.0047
Si	5.3947	10.2846	9.3667	-0.0014	-0.0071	0.001
Si	9.5178	6.5486	16.5282	-0.0006	-0.0015	-0.0037
Si	16.4792	7.0524	21.7473	0.0032	0.0021	-0.0019
Si	9.7952	4.7838	19.0764	0.0043	0.0005	-0.0031
Si	1.8772	-0.339	12.7287	-0.0025	0.0009	0.003
Si	5.2014	20.5139	16.5918	0.0017	0.0016	-0.0029
Si	8.4491	8.1008	12.954	0.0037	0.0083	0.0067
Si	11.4386	0.5605	10.2958	-0.0084	-0.0149	-0.0424
Si	7.0129	9.5979	22.7177	0.0013	0.003	0.0019
Si	11.326	11.6755	20.8792	-0.0027	-0.0017	-0.0055
Si	-0.6244	-5.2547	13.5416	0.0037	-0.0041	0.0049
Si	4.4266	1.1596	19.5783	0.0008	0.0029	-0.006
Si	3.0071	8.333	9.3123	0.0198	-0.0191	-0.0094
Si	1	1.3305	17.8158	0.0034	0.0023	-0.003
Si	3.3726	7.9045	12.4195	-0.0043	-0.0008	0.0022
Si	2.5135	2.3093	21.7702	0.0021	0.0042	0.0006
Si	7.3011	2.7216	15.4189	-0.0006	-0.0015	0.0002
Si	8.8112	8.4367	18.5897	0.0005	0.0004	-0.0052
Si	9.0523	0.9158	22.596	-0.0073	-0.0042	0.0012
Si	9.247	2.2028	17.5494	-0.0002	0.0018	-0.0026
O	6.1707	8.3123	16.3003	-0.0005	0.0026	0.0001
O	5.0166	1.7033	13.6416	0.0015	-0.0009	-0.0029
O	13.1116	5.6494	21.7716	0.004	0.0155	0.0051
O	6.5102	10.4316	13.254	-0.0011	0.0016	-0.0024
O	2.507	9.1334	13.1293	-0.0002	-0.0008	-0.0041
O	1.644	0.9256	21.9237	-0.0006	0.0007	0.0041
O	2.9229	8.0239	10.8681	0.0021	-0.0017	0.0025
O	3.5416	-0.2182	19.4232	-0.0002	-0.0011	0.0023
O	10.307	-4.7464	15.1227	-0.0015	0.0016	0.0022
O	9.5771	-4.0132	12.7015	0.001	-0.001	-0.0036
O	3.8202	4.3755	16.9292	0.0006	0	0.0003
O	8.2063	9.9317	18.8974	0.0008	0.0004	0.0024
O	9.4071	8.1297	17.0523	-0.0002	0.0018	0.0012
O	14.3328	2.0652	15.6289	-0.0003	0.0015	0.005
O	7.4683	7.5893	14.1622	-0.0016	-0.0022	-0.0004
O	11.8499	5.3885	13.0701	-0.0041	0.0029	-0.0042
O	4.9353	8.2686	12.6705	0.0022	-0.0011	-0.0008
O	6.2158	6.0266	20.6947	0.0022	-0.0008	0.002
O	9.9306	14.1684	18.6117	-0.0002	0.0001	0.0017
O	5.5258	5.946	15.4932	0.0002	-0.0007	-0.0023
O	7.563	7.4334	18.8842	0.0011	0.0001	0.0027
O	1.5969	8.9566	18.8378	0.0013	0.0007	0.0004
O	12.3493	3.3374	21.1336	0.0011	-0.0034	0.0024
O	8.1416	2.9165	11.3137	0.0006	-0.0019	0.0087
O	10.0796	-2.852	19.5698	0.0002	-0.0001	0.0028
O	-0.2074	-5.7755	20.3677	-0.0042	-0.0012	-0.0013
O	6.0467	10.5749	17.5309	0.0019	0.0003	0.0015
O	3.2285	6.3152	12.7985	0.0017	0.002	-0.0047
O	6.0176	0.7429	19.8022	0.001	0.0007	0.0039
O	10.1672	5.6943	17.7571	0.0001	-0.0005	0.0019
O	1.7133	-0.2494	11.0469	0.0051	-0.0019	0.0053
O	8.2245	4.9481	19.4633	0.0012	-0.0007	0.0043
O	6.1495	14.4235	16.2529	-0.0008	0.0022	-0.0003
O	11.8146	1.2227	19.4236	0.001	-0.0003	0.0014
O	7.3991	14.201	13.88	-0.0019	-0.0004	-0.0001
O	4.8425	10.4135	15.2321	0.0006	-0.0038	0.0028
O	9.6335	4.2362	13.1954	0.0004	0.0025	-0.0034
O	8.7294	2.9371	16.1833	0.0032	-0.0009	0.0021
O	7.943	6.1556	16.2726	0.0018	0.0008	-0.0013
O	4.2398	2.0649	18.2154	0.0004	-0.0013	0.0028
O	4.0896	9.4572	8.8442	-0.0053	0.0008	-0.0008
O	5.4212	-0.6981	10.9735	0.0026	-0.0012	0.0051
O	9.9435	12.418	21.3497	0.0061	0.003	-0.0027
O	1.7422	2.7558	17.4908	-0.002	-0.0005	0.0019
O	10.1048	0.249	23.6519	-0.0006	-0.0008	0.0032
O	6.3684	8.4764	21.7267	-0.0042	-0.0061	0.0021
O	2.5007	4.1515	11.1757	0.0027	0.0016	-0.0019
O	-1.6781	1.471	13.2175	-0.0031	0.0079	-0.0033
O	2.632	11.9501	13.2178	0.0017	0.0028	-0.0022
O	-0.4728	23.0677	17.1311	-0.0004	-0.0002	0
O	7.9506	10.7639	22.0484	0.0022	0.0006	0.0024
O	6.9661	1.1203	15.3131	0.0029	0.0014	-0.0012
O	1.9447	0.1036	17.2821	0.0012	-0.0015	0.0005
O	9.6233	4.5118	9.9808	-0.0018	-0.0086	0.009
O	14.7374	9.1192	17.2994	-0.0019	0.0005	0.0012
O	0.4106	-0.1826	13.3987	0.0045	0.0008	-0.005
O	10.0684	0.1832	11.0859	-0.0028	0.0017	0.0106
O	7.3838	-2.5187	11.7272	0.003	-0.0016	-0.0015
O	0.9308	2.1284	10.2495	0.0126	0.0125	-0.0069
O	3.8519	2.0216	20.8648	0.0027	-0.0015	0.0015
O	16.7319	10.3219	23.5118	0.0032	-0.0029	0.001
O	1.3259	7.9549	21.2179	-0.0001	-0.0013	0.0027
O	5.9213	5.4337	18.1363	0.0024	0.0008	0.0023
O	13.9855	3.6974	13.6103	0.0016	-0.0035	-0.001
O	7.9624	1.4633	18.207	0.0007	-0.0003	0.0012
O	9.1337	-1.358	13.1867	-0.0028	-0.0082	-0.005
H	9.9904	5.0273	9.2348	-0.0005	0.0121	-0.0096

Results
free energy: -135753.303 eV
free energy less fixed offsets of H -15.97, O -568.88, Si -635.61 eV per atom: -2.003 eV

The program warned: the cutoff lies below the one the program advises for these potential files; the exchange-correlation potential is rough where the density is thin.
